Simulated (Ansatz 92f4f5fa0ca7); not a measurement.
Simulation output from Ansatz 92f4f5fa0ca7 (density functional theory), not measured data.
Periodic cell of 159 atoms, Si96O61N2, from a study of silicon, its oxide and their interface. The atomic structure is a simulated model.

Settings: functional r2SCAN; potential files Ansatz norm-conserving; basis plane waves; wave-function cutoff 1300 eV; density cutoff ratio 4; exchange-correlation grid ratio 1; k mesh 2 x 2 x 1, shifted by 0.5 0.5 0.5 of a step; self-consistency stop 5e-08 eV per atom in the density residual; occupations Fermi-Dirac, 0.05 eV; spin none; net charge 0.

Cell vectors (angstrom)
a 10.88 0 0
b 0 10.88 0
c 0 0 23.1287

Atoms: element, x, y, z (angstrom)
Si 1.1409 1.4599 0.9338
Si 4.2365 3.5138 -1.5018
Si 1.2031 8.824 -1.3486
Si 2.1794 11.6593 -0.8701
Si 5.1394 1.2349 -1.2855
Si 9.5277 2.786 -0.2529
Si 5.5023 7.6736 0.1207
Si 10.2283 6.8063 -1.1925
Si 1.2204 -0.5689 0.6775
Si 4.1794 4.1189 1.3191
Si 0.5341 6.2229 2.0179
Si 3.104 8.9681 1.5097
Si 6.8036 1.2017 1.202
Si 9.7401 4.8472 1.3126
Si 5.6803 6.0414 1.709
Si 11.6537 7.6595 0.5397
Si -0.006 2.8106 2.7229
Si 2.6631 0.0025 2.8228
Si -0.0298 8.2406 2.7441
Si 2.6174 5.4461 2.764
Si 5.4098 2.7527 2.7961
Si 8.2032 0.0007 2.7199
Si 5.4858 8.1731 2.7594
Si 8.1423 5.4315 2.7163
Si 1.36 4.08 4.1096
Si 4.08 1.36 4.1096
Si 1.36 9.52 4.1096
Si 4.08 6.8 4.1096
Si 6.8 4.08 4.1096
Si 9.52 1.36 4.1096
Si 6.8 9.52 4.1096
Si 9.52 6.8 4.1096
Si 0 0 5.4794
Si 2.72 2.72 5.4794
Si 0 5.44 5.4794
Si 2.72 8.16 5.4794
Si 5.44 0 5.4794
Si 8.16 2.72 5.4794
Si 5.44 5.44 5.4794
Si 8.16 8.16 5.4794
Si 1.36 1.36 6.8493
Si 4.08 4.08 6.8493
Si 1.36 6.8 6.8493
Si 4.08 9.52 6.8493
Si 6.8 1.36 6.8493
Si 9.52 4.08 6.8493
Si 6.8 6.8 6.8493
Si 9.52 9.52 6.8493
Si -0.0414 2.7148 8.1954
Si 2.7684 -0.0308 8.1808
Si -0.0898 8.1619 8.1803
Si 2.7683 5.3634 8.1833
Si 5.4697 2.771 8.269
Si 8.1521 -0.0676 8.2108
Si 5.3988 8.1595 8.1907
Si 8.1515 5.3974 8.2139
Si 0.412 4.7981 8.6092
Si 4.1073 1.1391 9.6582
Si 1.3031 9.4793 9.737
Si 4.1186 6.6635 9.5738
Si 7.3466 3.9139 10.0148
Si 9.3076 1.9279 10.0693
Si 6.3813 10.1326 9.6726
Si 9.8861 6.252 9.7595
Si -1.3681 -0.2976 11.9738
Si 2.9612 1.2109 12.5804
Si -1.2564 4.8355 12.7638
Si 2.8276 8.2928 11.1828
Si 7.3258 -0.7156 11.5934
Si 6.6544 4.2478 18.0516
Si 5.1193 5.2407 11.3309
Si 6.4577 5.2318 13.9269
Si 0.9909 6.5566 13.2955
Si 2.9347 11.6068 18.0176
Si 3.9055 6.0221 15.6117
Si 1.0879 8.785 15.6166
Si 6.0766 6.4288 17.9639
Si 9.6439 2.2054 14.4818
Si 2.9557 4.2796 13.3517
Si 7.1217 14.1945 15.5997
Si -5.4709 10.6726 16.9732
Si 0.2417 -0.0999 13.8057
Si 1.2618 13.3615 16.4634
Si 3.9559 8.8 14.9316
Si 5.2137 -0.4473 13.9856
Si 1.5997 6.8298 17.5705
Si -6.3266 13.9749 16.1003
Si 0.3684 4.2929 18.8814
Si -4.7853 8.0662 19.8043
Si 2.6923 2.7311 20.3345
Si 3.1469 8.8537 19.525
Si 1.2989 6.1251 20.3397
Si 4.3973 5.9094 20.7808
Si 8.4306 3.2066 19.871
Si 7.3366 11.2582 19.7429
Si 7.5061 8.7554 21.7663
O 0.0943 2.6311 -0.3116
O 1.7096 1.7929 21.2
O -2.6749 1.6763 19.4389
O 3.6829 0.8317 22.043
O -2.2511 7.2538 22.0595
O -2.5421 10.0564 20.7118
O 2.7406 8.8104 21.0966
O 4.0289 8.3109 0.2734
O 6.1899 0.8514 20.7725
O 4.806 4.5363 -2.8469
O 4.9262 9.0505 19.5234
O 8.3071 1.5755 23.3785
O 5.2067 6.6289 21.9609
O 2.7869 6.0528 20.9216
O 11.3546 5.2473 21.5273
O 5.5283 11.6664 0.3477
O -0.7307 0.8058 11.0244
O 3.4593 1.5998 11.1586
O 2.8791 2.6196 13.3592
N 4.3298 -6.4175 14.8736
O -1.5333 5.3973 11.1961
O -0.5421 6.0674 13.5063
O 0.5514 10.2681 15.2443
O 1.1652 7.5107 14.6968
O 6.4854 -1.2572 12.8737
O 7.9978 3.9891 17.0581
O 10.1696 3.4269 13.5215
O 1.6053 -3.8944 11.8723
O 6.29 4.0112 11.3836
O 7.8978 4.861 12.9385
O 3.7497 4.6533 11.9498
O 0.8425 8.177 17.0548
O 1.667 4.9904 13.5962
O 6.0555 11.0507 15.368
O 0.3884 12.795 15.1232
O 1.551 12.1247 17.4639
O 2.5718 9.284 15.5458
O -8.0588 13.6634 16.2034
O -10.4379 7.625 20.6649
O 5.0497 6.4491 16.748
O 8.8548 3.2703 21.4379
O 6.884 3.7313 19.528
O -1.0492 3.6504 19.4061
O 3.916 7.022 14.371
O 2.4646 6.0814 16.4507
O 8.4003 13.216 15.3539
O 9.6153 11.554 13.6464
O -3.8488 7.6928 18.1817
O -4.1238 8.7826 23.3506
O 3.3566 1.7134 19.2685
O 2.804 -0.8108 18.7015
O -5.6862 14.1713 17.6832
O -0.3562 9.5539 12.9679
O 5.2072 9.1158 16.536
O 4.297 11.2937 12.9715
O 0.5076 3.7259 17.3405
O 1.7505 0.1896 12.843
O 2.5919 7.6914 18.6347
O 5.3071 6.6485 19.5675
O -7.02 11.6513 16.7878
O -4.6138 11.2163 18.3285
O 1.7839 3.8561 19.7496
N 0.4907 5.8892 18.8108

Results
free energy: -40135.599 eV
free energy less fixed offsets of N -289.75, O -463.61, Si -117.95 eV per atom: 47.311 eV
pressure: -1.00 GPa
stress xx, yy, zz, yz, xz, xy (GPa, positive in tension): 1.83, -1.05, 2.21, 0.47, 0.76, 0.21

Forces (eV/angstrom), in the order of the atoms: element, x, y, z
Si -2.2143 6.1444 3.1645
Si 2.6652 -0.8063 1.6215
Si 0.1879 1.3695 -0.133
Si -1.8694 -2.056 1.6048
Si 2.0705 3.7026 3.4676
Si -9.564 1.5999 0.0777
Si -1.1037 -2.1641 2.0798
Si 0.7352 -1.0395 2.077
Si -0.4548 -4.6766 -0.4554
Si -0.1266 1.325 -0.0586
Si 2.06 -3.2896 1.5305
Si 1.1994 -1.1353 0.625
Si 3.5484 1.5466 1.5939
Si -0.024 -2.8593 -0.8359
Si 2.3134 -0.2787 0.1696
Si 0.8022 2.5938 -2.2919
Si -0.2364 -0.0776 -0.4991
Si 0.1455 0.5786 -1.3795
Si -1.4779 1.4094 1.0408
Si 0.3823 -0.2373 -0.4701
Si 0.9481 -0.6584 -1.177
Si -0.5604 -1.0571 0.1359
Si -1.728 -0.2427 1.055
Si -2.3043 0.8218 0.652
Si 0.2477 -0.777 0.6711
Si -0.0697 -0.0703 0.0352
Si -0.2373 -0.2654 0.5264
Si -0.1748 0.3505 -0.1164
Si 0.4934 -0.0315 0.2504
Si -0.1279 0.4513 -0.4418
Si 0.685 0.0869 0.1019
Si -1.0884 0.6763 -0.0045
Si -0.0399 0.0323 0.0096
Si -0.1868 0.0819 0.0665
Si 0.1355 0.0692 -0.1593
Si -0.0918 0.1465 -0.0499
Si 0.0283 -0.1145 -0.053
Si -0.3065 -0.1825 -0.2172
Si -0.1053 -0.0496 0.0311
Si 0.0096 -0.0794 0.169
Si 0.267 -0.1272 0.2005
Si 0.4865 -0.6849 -0.2738
Si -0.0059 -0.0323 0.2585
Si -0.0216 -0.3003 -0.5129
Si 0.1264 0.0113 0.3158
Si -0.7772 -0.3262 -0.6251
Si -0.0113 0.2313 0.3341
Si -0.6152 -0.1571 -0.1452
Si -0.7894 -1.757 0.8392
Si -1.711 -0.3059 1.3142
Si 1.2117 -0.2976 2.0007
Si -1.5347 0.5844 0.398
Si 0.4401 -0.4002 1.4364
Si -0.5177 1.8686 1.3197
Si 0.448 0.0909 1.3982
Si 0.387 0.5906 1.4202
Si 2.4499 1.4886 0.9545
Si 1.5348 0.2144 0.0106
Si 0.5299 -0.4307 -1.4646
Si -0.2316 1.1484 0.6359
Si -1.2585 -1.8875 -0.7647
Si -0.931 -0.6306 -2.6656
Si -1.4291 -0.3868 -2.6052
Si -0.5519 -0.734 -0.9122
Si -1.0818 -2.443 0.444
Si 0.4119 0.4394 1.1215
Si -5.228 0.8245 -0.3624
Si -0.6627 -1.433 0.0561
Si 0.3619 0.1758 1.111
Si -1.4936 -1.1804 -1.5873
Si 1.2271 0.2257 1.0046
Si 2.4303 -0.314 -1.3054
Si 0.8172 -0.0403 0.9153
Si -2.0307 -0.5434 4.3031
Si 1.2417 -2.1925 0.8404
Si -0.1083 0.3634 -0.5773
Si -0.2256 -1.1309 -1.1508
Si 5.1717 -0.3183 -2.3131
Si 7.1348 -4.6131 -0.4228
Si -0.4681 1.7931 0.092
Si 0.3848 0.7038 -2.8632
Si 3.4528 0.4105 -1.855
Si 0.2468 0.5509 0.7796
Si 2.094 -1.768 0.7268
Si 3.5604 -0.9883 -1.4506
Si -0.8254 0.9047 2.665
Si -0.9099 -0.2525 -0.521
Si -0.5718 -5.753 -1.2487
Si 3.5931 0.9389 -0.3043
Si -0.5371 -2.1176 0.2288
Si 3.4218 -0.1268 2.226
Si -2.3021 -0.4322 2.4676
Si -0.5022 2.988 1.645
Si -1.2395 -1.7337 3.437
Si -0.3684 -0.0809 0.1198
Si 2.5149 -1.2003 -1.151
O 6.6942 -2.9288 0.7665
O -2.1768 0.4664 -2.5755
O 0.8248 -1.9426 -0.5883
O 1.0096 -2.9395 -0.9849
O -0.7958 2.3132 -1.9336
O -3.3059 -0.1054 -0.2865
O 0.1094 -0.0371 -1.7651
O -0.7187 1.3058 -0.8678
O 0.4566 -1.5562 -0.2918
O -0.2518 -3.7952 1.3499
O -3.5068 0.8409 0.354
O -0.203 1.7067 0.4047
O 0.0408 0.9179 -0.8035
O 1.423 1.0709 -0.9559
O -1.743 3.2968 -1.5895
O 0.484 -0.2223 -2.8436
O 0.7213 1.3011 -0.0737
O 0.0199 0.2501 -4.5529
O -0.9308 1.3159 0.4137
N -2.1529 1.3431 0.0384
O 2.1348 -0.1905 -0.4509
O 0.2715 0.3133 -0.4074
O -1.5864 -1.2405 1.7197
O -1.2394 -1.634 -3.5697
O -2.4502 1.552 3.0166
O -3.6095 -0.6249 -0.0884
O -1.5388 0.5235 -1.1587
O -0.1771 0.8362 1.1752
O -0.1906 0.4884 -2.6851
O 1.6451 0.0354 2.6596
O -1.5877 -0.4956 1.6025
O -1.5213 -0.7731 0.64
O -3.4466 3.5731 0.9475
O -1.4445 0.2871 -0.5992
O -1.8199 1.0772 1.1544
O -2.741 -0.8171 0.4716
O 3.8653 0.1495 0.3199
O 1.1364 2.1575 -0.7454
O 0.2083 -0.3029 0.1758
O -1.3246 -0.1807 -0.638
O -1.3354 -0.1602 1.1713
O 3.5849 0.2351 1.2856
O 3.5174 2.3041 -2.9227
O -0.0518 4.4517 1.3749
O 0.3212 -0.3244 0.6192
O -0.5998 -0.9776 0.1484
O 0.9792 2.5252 0.8428
O -1.2371 0.7414 3.0902
O 0.6995 0.1177 -4.2115
O 0.2716 -0.5333 -1.2899
O -1.1758 5.6812 -2.7118
O 0.8017 2.4179 -1.0845
O -1.047 0.5369 -2.3966
O -2.3976 -0.2973 0.0597
O 1.9446 -0.7348 2.5031
O 0.8445 -1.8004 -1.3891
O -3.4927 0.5248 2.2478
O -0.3298 -3.6592 -0.4608
O -0.4959 -0.1359 -1.7946
O 6.0066 -2.9974 -0.6242
O 0.6211 -1.7704 -0.9758
O -3.104 1.8549 -2.7346
N 3.5483 4.3824 -1.8558

The program warned: the forces do not sum to zero within the program's tolerance.
